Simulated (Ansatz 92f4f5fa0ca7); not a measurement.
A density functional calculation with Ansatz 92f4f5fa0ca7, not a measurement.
Periodic cell of 220 atoms, Si132O88, from a study of silicon, its oxide and their interface. The atomic structure is a simulated model.
This geometry differs little from another in the collection (a relaxation step or a small displacement).

Settings
functional: r2SCAN
potential files: Ansatz PAW
basis: plane waves
wave-function cutoff: 800 eV
density cutoff ratio: 5
exchange-correlation grid ratio: 1
k mesh: 1 x 1 x 1, shifted by 0.5 0.5 0 of a step
self-consistency stop: 1e-10 eV per atom in the density residual
occupations: fixed
spin: none
net charge: 0

Cell vectors (angstrom)
a 10.888 0 0
b 0 10.888 0
c 0 0 32.0011

Atoms and the computed forces on them: element, x, y, z (angstrom), force x, y, z (eV/angstrom)
Si -0.079 0.2186 -0.0221 -0.0042 0.0265 0.1736
Si 2.6132 3.0176 0.0959 -0.0481 -0.0198 0.1902
Si 0.3896 5.1972 0.1051 -0.0453 -0.0597 0.1443
Si 2.9566 7.7424 0.0288 0.0479 0.05 0.1686
Si 5.7836 -0.3461 0.0029 -0.0151 -0.0229 0.1854
Si 8.5045 2.3278 0.0115 0.0072 0.0179 0.154
Si 5.243 5.6129 -0.0613 0.0441 0.0281 0.1848
Si 8.058 8.4688 0.306 -0.0317 0.0139 0.1134
Si 1.4337 1.3879 1.3314 0.0042 0.0136 -0.0322
Si 4.1697 4.1221 1.4172 -0.024 -0.006 0.01
Si 1.4648 6.7191 1.4943 0.0074 -0.002 0.03
Si 4.1226 9.4236 1.2557 0.0199 -0.006 -0.0283
Si 6.8884 1.2657 1.3426 0.003 -0.0106 0.0199
Si 9.6072 4.0049 1.2791 -0.0263 0.0401 0.0004
Si 6.8078 6.773 1.3197 0.0353 -0.0153 0.0117
Si 9.6485 9.6484 1.4816 -0.0241 -0.0321 0.0384
Si 0.0513 2.7096 2.7366 0.0287 -0.0243 0.0533
Si 2.7826 -0.0506 2.6236 -0.0037 0.014 0.0275
Si 0.0704 8.1581 2.735 -0.0254 -0.0075 0.0176
Si 2.8084 5.4025 2.8587 -0.0073 -0.0041 0.0654
Si 5.5286 2.6805 2.673 0.0037 -0.0024 0.0141
Si 8.2252 0.0297 2.8338 -0.0133 -0.0169 0.0436
Si 5.456 8.1186 2.7229 0.0021 0.0195 0.0265
Si 8.2079 5.3873 2.6232 0.0129 0.0099 0.0338
Si 1.3896 4.0453 4.1311 0.0247 0.0207 -0.0041
Si 4.1199 1.3253 4.018 0.0115 -0.0066 -0.0153
Si 1.4274 9.53 4.0706 -0.018 0.0033 -0.0258
Si 4.1285 6.8172 4.1572 0.0005 -0.0238 -0.0179
Si 6.8621 4.0624 4.0486 -0.0122 0.0095 -0.0191
Si 9.5708 1.4036 4.147 -0.0329 -0.0124 -0.0206
Si 6.8218 9.4959 4.0836 0.0389 -0.0014 -0.0201
Si 9.5402 6.7749 4.0276 0.0072 -0.0026 -0.0054
Si 0.0401 -0.0095 5.4374 -0.0111 -0.017 0.0219
Si 2.7566 2.667 5.4361 0.0044 -0.0066 0.0158
Si 0.0042 5.4392 5.434 0.001 0.0089 0.0254
Si 2.7452 8.1808 5.4792 0.0137 -0.0102 0.0109
Si 5.4556 -0.0159 5.4265 0.0259 -0.0097 0.0084
Si 8.1889 2.7477 5.4798 0.021 -0.0003 0.0158
Si 5.4968 5.4208 5.4392 -0.0046 -0.0088 0.0236
Si 8.1786 8.1287 5.4224 -0.0102 0.0056 0.0011
Si 1.3693 1.3508 6.8177 0.0013 -0.0033 0.003
Si 4.1016 4.0692 6.7787 0.0083 0.0158 0.0164
Si 1.3498 6.81 6.8007 0.01 0.0132 0.0155
Si 4.097 9.5453 6.8306 -0.0022 -0.0043 -0.0009
Si 6.7978 1.3609 6.7931 0.012 -0.0032 0.0125
Si 9.5348 4.1129 6.8359 -0.0183 -0.0105 0.0114
Si 6.8173 6.7981 6.8142 0.0108 -0.0022 -0.0015
Si 9.5362 9.513 6.7702 -0.0103 0.0014 0.012
Si 0.007 2.7345 8.18 -0.0018 0.0026 -0.0107
Si 2.7076 -0.002 8.1816 0.0026 -0.0072 -0.0125
Si -0.0291 8.1571 8.1616 0.0029 -0.0049 -0.0132
Si 2.7181 5.4314 8.1383 -0.0014 -0.0155 -0.0033
Si 5.4328 2.7193 8.1615 -0.003 -0.0086 -0.0215
Si 8.1767 0 8.1329 -0.0095 -0.0158 -0.0131
Si 5.4404 8.1575 8.1803 0.011 0.0018 -0.0208
Si 8.1577 5.4602 8.191 0.005 0.0183 -0.0071
Si 1.3688 4.0991 9.5475 -0.0044 0.0236 -0.0112
Si 4.0231 1.4058 9.5215 0.0111 -0.0167 -0.0062
Si 1.3152 9.527 9.5123 -0.0001 0.0009 -0.0071
Si 4.0345 6.8019 9.5276 0.0262 0.018 -0.0177
Si 6.7779 4.096 9.5196 -0.0018 0.0024 -0.0009
Si 9.495 1.3853 9.5209 0.0052 -0.0004 -0.0147
Si 6.825 9.5323 9.5068 -0.0001 0.0016 -0.0137
Si 9.5116 6.8077 9.5568 -0.0203 -0.0076 -0.0028
Si -0.0228 0.0288 10.8641 -0.0199 0.0051 -0.0035
Si 2.6782 2.7422 10.9622 0.0141 -0.0192 0.0248
Si -0.0084 5.4448 10.9129 0.0003 -0.007 0.0051
Si 2.6217 8.1425 10.8828 0.0109 0.0087 0.0136
Si 5.4224 0.0379 10.7803 -0.0093 0.0036 -0.0009
Si 8.1483 2.7748 10.895 0.0005 -0.0116 0.015
Si 5.373 5.412 10.8777 0.0044 0.009 0.0086
Si 8.1567 8.1727 10.9149 0.0044 -0.0049 0.0111
Si 1.268 1.3772 12.3028 0.0224 -0.0076 -0.0419
Si 4.0216 4.1161 12.3449 -0.006 0.0136 -0.0373
Si 1.2662 6.8099 12.3424 0.0103 0.0256 -0.041
Si 4.025 9.5789 12.074 0.0255 -0.025 -0.0397
Si 6.6825 1.4507 12.1598 0.0306 -0.057 -0.0588
Si 9.569 4.0677 12.3056 -0.0307 0.0105 -0.0199
Si 6.7487 6.7594 12.1941 0.0039 0.041 -0.028
Si 9.5339 9.5801 12.241 -0.0362 -0.0061 -0.0547
Si -0.077 2.6594 13.8139 0.0096 0.0007 0.0028
Si 2.7491 0.0223 13.5114 -0.0163 0.0047 -0.0112
Si -0.0331 8.2691 13.7253 0.0252 -0.0169 0.018
Si 2.581 5.414 13.7401 0.0167 0.0007 -0.0048
Si 5.4007 2.7345 13.6895 -0.0067 0.0224 -0.0106
Si 8.0564 0.0881 13.4104 -0.0403 0.0063 -0.0217
Si 5.2801 8.152 13.3882 0.0027 0.0044 -0.0463
Si 8.1694 5.4528 13.5791 0.0101 -0.0248 -0.0353
Si 1.5193 3.7893 15.1798 0.0093 -0.0197 -0.2406
Si 3.7879 1.5535 14.973 0.0083 0.0547 -0.1803
Si 1.7144 9.3804 14.918 -0.0228 -0.0412 -0.1675
Si 3.8174 7.0549 14.843 -0.0356 -0.0055 -0.152
Si 7.0633 3.8727 14.9097 -0.0024 -0.021 -0.1404
Si 9.0802 1.476 14.9727 0.0108 0.0281 -0.1671
Si 6.755 9.4634 14.5629 0.035 -0.0334 -0.1783
Si 9.0701 7.2233 14.861 0.0259 0.0184 -0.1687
Si 5.2118 -0.1631 17.084 -0.032 0.0371 -0.1736
Si 16.6619 5.8072 17.0333 0.0214 0.0201 -0.194
Si -0.1652 13.9506 20.7119 -0.0065 0.0253 -0.105
Si 12.0281 -0.8619 17.8448 0.0218 -0.033 -0.2089
Si 11.5608 3.4277 27.807 0.005 0.0162 0.0829
Si 28.9149 12.0627 19.2534 -0.0153 -0.0177 -0.2036
Si 25.2865 -3.4495 26.2162 0.0134 -0.0083 0.0991
Si 20.9505 2.5364 25.5185 0.0119 0.0447 0.1433
Si 3.8848 -5.3091 19.2238 0.0029 0.0182 -0.1694
Si -1.7813 -0.3527 17.6069 0.0035 0.0461 -0.1688
Si 8.7455 -6.5238 27.4113 -0.0047 0.0126 0.144
Si -13.5654 -3.1612 17.5499 -0.0827 -0.0195 -0.1755
Si 11.4803 4.3738 23.3453 -0.0176 -0.0435 0.0092
Si -7.6923 -8.3176 29.1389 -0.0122 -0.0168 0.197
Si 17.3409 21.4494 21.9321 -0.0059 0.0436 -0.0988
Si 20.515 17.0717 19.4302 -0.0166 0.0019 -0.1588
Si -12.9372 7.3006 27.3105 0.0069 -0.06 0.1623
Si 11.8532 4.6306 18.2556 0.016 0.0099 -0.1974
Si 10.0993 6.8194 22.3618 0.0048 -0.0184 -0.0763
Si -3.8366 -13.9825 22.476 -0.0205 -0.001 -0.0164
Si 14.4362 -2.1778 18.8643 0.0206 0.0245 -0.1784
Si 3.5596 5.1032 24.3532 0.0165 0.0153 0.0754
Si -12.3992 6.5786 30.3357 -0.0054 -0.0208 0.1424
Si 21.1619 -0.3651 24.8448 0.0251 -0.0098 0.0538
Si 0.6659 -2.1054 26.9171 -0.0034 -0.0044 0.1319
Si -4.7621 9.1369 26.9784 -0.0342 0.0161 0.1183
Si 22.6897 -1.4525 22.4591 0.0263 0.0407 -0.0445
Si 26.2794 10.7965 29.1627 -0.0274 0.0273 0.2018
Si 18.3072 -11.9848 24.4902 -0.0249 0.0173 0.08
Si 5.4078 -5.694 21.8693 -0.0196 -0.0317 -0.0882
Si 1.6608 -12.3195 29.8305 0.0001 0.0082 0.2033
Si 14.1233 4.7522 27.1915 -0.02 -0.041 0.1296
Si 1.2381 0.4487 20.3793 0.0146 -0.0063 -0.1232
Si -3.5914 -6.5496 30.0787 -0.0087 -0.0127 0.1697
Si 14.3695 -0.6335 21.6207 0.0014 -0.0292 -0.1109
Si 18.7066 3.8684 20.3162 0.0006 0.0016 -0.1156
O 9.0607 -2.9839 -0.8337 0.0605 -0.0146 -0.0684
O -4.0858 -10.1966 -11.2502 -0.0161 -0.0293 0.1228
O 7.2254 10.901 -8.6821 -0.0051 0.0203 -0.007
O -17.5351 -5.7105 -11.2576 0.0096 -0.0106 0.0995
O -5.0538 4.828 -1.3918 0.0185 -0.0368 -0.1093
O 4.8199 19.2483 -5.5865 -0.0383 -0.0144 -0.0398
O 0.7292 10.4804 -1.3072 0.0457 -0.0443 -0.134
O 8.7852 3.2983 -5.8131 -0.0184 -0.0351 -0.0688
O 10.2138 -3.0028 -5.3293 0.0161 0.0089 -0.061
O 6.0452 -10.2308 -13.8115 0.0415 0.0311 0.1239
O 1.5162 -10.4716 -13.2249 0.0083 0.0477 0.1015
O 15.9745 -16.7305 -13.7219 -0.0217 -0.0291 0.1183
O 14.478 -4.2054 -7.2268 -0.0042 -0.0072 -0.0509
O 9.2553 7.0308 -3.1698 0.0074 0.0481 -0.1454
O 9.6403 1.2644 -0.5415 -0.0087 -0.0127 -0.0687
O -0.0693 5.86 18.3866 -0.0201 0.0309 0.0281
O 6.7631 7.0079 17.4736 0.0116 0.014 0.0624
O 6.1043 -0.7048 15.8596 -0.0249 0.031 0.0993
O 4.1837 0.8801 16.4013 0.0229 -0.045 0.1419
O 2.7524 8.1888 15.3709 -0.0164 0.0121 0.1006
O 4.5976 6.4485 16.1282 0.0505 -0.0281 0.1205
O 3.378 2.5161 30.7436 0.0324 -0.0081 -0.1593
O 23.8486 19.0816 26.3442 0.0076 -0.0055 -0.0588
O 9.3894 0.5567 16.2899 0.0097 -0.0621 0.1428
O 6.5552 4.6577 16.2301 -0.0178 0.0364 0.1133
O 20.5012 -9.7997 25.0247 -0.022 -0.0262 -0.0217
O 24.4757 2.6894 15.403 0.0097 -0.0044 0.0792
O 11.2055 3.4955 19.2205 -0.0327 -0.0473 0.0884
O 22.8016 4.215 16.6815 -0.0424 0.051 0.1777
O 9.2214 7.0093 16.4757 0.0125 -0.0043 0.1499
O -5.3119 -22.684 28.2587 0.0661 -0.0487 -0.084
O 8.0793 2.6937 15.441 -0.0011 0.0114 0.0803
O 22.4464 9.9059 20.9194 -0.0316 -0.0227 0.0318
O 3.1084 20.9002 29.3845 0.0222 -0.0046 -0.0704
O 23.8654 -6.1465 23.7996 -0.0174 0.002 -0.0142
O 8.4007 -5.7785 19.4536 -0.0202 -0.0251 0.0377
O 22.4837 -7.0769 21.8366 0.0238 0.0239 0.0331
O 8.8872 7.5422 19.0019 0.0523 -0.0097 0.1036
O 21.653 14.1898 24.3008 0.0214 0.0353 -0.0639
O 14.8088 7.1717 19.0246 -0.0061 0.0007 0.0626
O 28.6623 19.9488 21.4686 0.0097 -0.0253 -0.0021
O 8.2894 16.3372 30.695 0.0055 0.0055 -0.0284
O -2.8345 -1.5587 17.3726 0.0109 0.0207 0.0899
O 21.3458 -1.1102 18.029 -0.0172 -0.0339 0.0872
O 28.9626 2.7845 19.2954 0.0165 0.0573 0.0441
O 2.5343 -12.3675 22.6436 0.0152 -0.016 0.0334
O 2.6497 0.694 21.1554 0.0106 0.0142 0.0447
O -3.4407 -13.598 27.2635 -0.0204 0.0164 -0.0446
O -3.0365 -2.5795 14.9022 0.0031 -0.0365 0.0827
O 37.3695 15.6281 23.2624 0.0056 -0.0102 0.0153
O 0.1197 1.4944 20.7958 -0.026 0.0009 0.0544
O 9.1435 3.261 21.034 0.0138 -0.012 0.0546
O 8.9977 -12.2417 24.7288 0.0081 -0.031 -0.0056
O 0.2922 -8.5371 26.673 -0.0163 -0.0324 -0.0714
O -9.3126 2.6075 28.8831 -0.0225 0.0147 -0.0586
O 3.8211 -7.0077 28.4157 0.0115 0.0481 -0.0795
O 15.7641 21.5321 22.2929 -0.0001 0.0145 0.0591
O -3.9322 -12.3139 31.6094 0.0045 -0.0108 -0.0533
O 12.893 -2.1138 18.3756 -0.0035 -0.0174 0.0728
O -6.7943 6.6898 31.4566 -0.0051 -0.0003 -0.0581
O -2.2915 -5.0703 26.7001 -0.0061 0.0192 -0.081
O -4.2111 4.2841 21.3995 -0.0191 0.003 0.058
O 4.4607 -1.4087 17.7734 -0.0216 -0.0565 0.0899
O 4.0317 1.324 28.525 0.0068 0.0133 -0.0882
O 2.0135 -2.6934 30.7779 -0.0681 0.0185 -0.1182
O 14.4761 -4.5763 27.3897 0.0005 0.0357 -0.0441
O 11.2224 -0.7462 26.0994 -0.0108 0.0298 -0.0362
O -0.535 -4.5849 20.8556 0.0371 0.0318 0.0919
O 5.9678 6.6923 22.0717 0.0009 0.0352 0.009
O 7.5065 -6.662 28.4715 0.0169 -0.0102 -0.1448
O -0.3961 -16.1256 23.3846 -0.0007 0.014 0.0238
O 7.6994 2.9092 30.7133 -0.032 0.0257 -0.1036
O 3.7858 -1.4927 20.2934 0.0061 0.0287 0.1135
O 8.5447 7.2011 22.4527 0.0061 -0.0092 0.0181
O 6.7875 -2.5088 23.9691 0.0019 -0.0222 -0.0137
O 8.58 0.6051 18.7885 0.0027 0.0222 0.0968
O 10.1473 4.1265 28.2608 0.0014 -0.0148 -0.035
O 12.2854 10.2527 16.2659 -0.0206 0.0374 0.1367
O 12.5014 -6.2884 27.2007 0.0081 0.0348 -0.0386
O 10.809 5.9744 30.7442 0.0063 0.0182 -0.0893
O 11.7246 9.0442 28.508 -0.0469 -0.0175 -0.1361
O -4.2414 -0.7042 25.8517 0.0072 0.0282 -0.0531
O 14.6938 4.2767 25.7412 -0.0004 0.0055 -0.0879
O 0.2143 -2.8635 22.6983 0.0019 -0.0287 0.0286
O 1.4944 4.1066 31.5989 0.0079 0.0127 -0.0663
O 5.2051 11.0879 30.5898 -0.0221 0.028 -0.1454
O 11.1609 -0.3993 23.4983 -0.0035 0.0274 -0.0115
O 2.4548 -5.903 18.7755 0.0151 -0.0036 0.0743

Results
free energy: -134624.898 eV
free energy less fixed offsets of O -570.45, Si -639.56 eV per atom: -3.378 eV

The program warned: the cutoff lies below the one the program advises for these potential files; the forces do not sum to zero within the program's tolerance; empty levels may hold ghost states of the PAW files; the exchange-correlation potential is rough where the density is thin.
